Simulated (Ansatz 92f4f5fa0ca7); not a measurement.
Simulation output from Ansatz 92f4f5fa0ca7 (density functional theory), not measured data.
Periodic cell of 184 atoms, Si120O64, from a study of silicon, its oxide and their interface. The atomic structure is a simulated model.

Settings
functional: r2SCAN
potential files: Ansatz norm-conserving
basis: plane waves
wave-function cutoff: 1300 eV
density cutoff ratio: 4
exchange-correlation grid ratio: 1
k mesh: 2 x 2 x 1, shifted by 0.5 0.5 0.5 of a step
self-consistency stop: 5e-08 eV per atom in the density residual
occupations: Fermi-Dirac, 0.05 eV
spin: none
net charge: 0

Cell vectors (angstrom)
a	10.888	0	0
b	0	10.888	0
c	0	0	26.622

Atoms: element, x, y, z (angstrom)
Si	0.7263	-0.6407	0.0695
Si	2.9077	2.3685	-0.1081
Si	-0.3211	5.5352	0.0049
Si	2.4077	8.3767	-0.0265
Si	5.1198	0.1647	0.1685
Si	7.8463	2.9207	0.0582
Si	5.5535	5.0124	0.0849
Si	8.1315	7.4391	-0.1778
Si	1.4463	1.2084	1.3383
Si	3.9972	3.8876	1.3481
Si	1.2823	6.7657	1.2798
Si	3.9818	9.4394	1.3935
Si	6.749	1.3366	1.394
Si	9.4626	4.0045	1.3778
Si	6.711	6.5483	1.3951
Si	9.7602	9.5807	1.4068
Si	0.0145	2.6285	2.636
Si	2.7403	-0.0621	2.8257
Si	0.0403	8.0992	2.7977
Si	2.6911	5.3977	2.6125
Si	5.4108	2.6629	2.7963
Si	8.2524	0.0362	2.6796
Si	5.4594	8.1087	2.6508
Si	8.1628	5.3585	2.7974
Si	1.3479	4.046	4.0083
Si	4.0939	1.3031	4.161
Si	1.3618	9.4856	4.1557
Si	4.0685	6.7649	4.0151
Si	6.7808	4.038	4.1393
Si	9.5382	1.3773	4.0943
Si	6.8507	9.5048	3.9927
Si	9.5246	6.7577	4.1161
Si	-0.0173	-0.0076	5.4491
Si	2.7066	2.7195	5.4254
Si	0.0122	5.3932	5.4414
Si	2.7502	8.1169	5.4573
Si	5.4906	-0.058	5.4464
Si	8.1709	2.7077	5.4858
Si	5.4198	5.4425	5.4303
Si	8.1629	8.159	5.4196
Si	1.3419	1.3723	6.7879
Si	4.0712	4.0826	6.7884
Si	1.3674	6.7724	6.8124
Si	4.1064	9.4959	6.8172
Si	6.8039	1.3383	6.8264
Si	9.5319	4.082	6.8375
Si	6.7887	6.8169	6.7779
Si	9.5078	9.5271	6.7936
Si	0.0073	2.7139	8.1882
Si	2.7212	0.0247	8.1312
Si	0.0016	8.184	8.1444
Si	2.7469	5.4336	8.1748
Si	5.4339	2.7428	8.1685
Si	8.1619	-0.013	8.1744
Si	5.4698	8.1583	8.1899
Si	8.1552	5.483	8.1558
Si	1.407	4.0647	9.5277
Si	4.0601	1.3807	9.521
Si	1.3469	9.5809	9.5013
Si	4.1006	6.808	9.5387
Si	6.7903	4.1386	9.5282
Si	9.4936	1.3674	9.5225
Si	6.8135	9.5382	9.5574
Si	9.5068	6.8654	9.5157
Si	-0.0554	0.0179	10.8908
Si	2.7296	2.7051	10.9577
Si	0.038	5.493	10.771
Si	2.7634	8.2554	10.8219
Si	5.4399	0.0444	10.8662
Si	8.1455	2.758	10.86
Si	5.4531	5.4837	10.9559
Si	8.1751	8.2171	10.9602
Si	1.2805	1.349	12.2736
Si	4.1152	4.082	12.3184
Si	1.384	6.8915	12.0906
Si	4.109	9.5872	12.2475
Si	6.7457	1.4301	12.2353
Si	9.5943	4.1333	12.1066
Si	6.7952	6.8969	12.3434
Si	9.5061	9.6094	12.3586
Si	0.0007	2.844	13.5995
Si	2.5783	-0.1002	13.5996
Si	0.0566	8.1573	13.554
Si	2.7342	5.5749	13.4596
Si	5.5196	2.7983	13.7499
Si	8.1175	0.1877	13.6649
Si	5.4672	8.3339	13.7342
Si	8.2597	5.4563	13.4888
Si	1.1905	4.5066	14.8165
Si	4.4628	1.5139	15.4579
Si	1.6697	9.1093	14.964
Si	3.9387	6.9745	14.9018
Si	7.3583	3.7802	14.8101
Si	9.091	1.9864	14.8533
Si	6.5463	10.0292	15.0931
Si	9.8103	6.5877	14.7995
Si	23.6813	-3.0434	19.7829
Si	30.2557	22.8371	24.3232
Si	-19.6585	37.439	19.8531
Si	-24.653	-24.6441	16.9894
Si	11.2082	11.0762	23.6389
Si	41.2596	24.3823	19.7873
Si	-22.1069	-17.8259	21.6492
Si	-0.2256	19.4591	21.8599
Si	-4.7574	37.1696	19.7657
Si	4.2677	14.5509	21.6129
Si	23.2272	-6.6805	24.3266
Si	12.0414	42.6877	17.915
Si	-2.2256	-4.3925	22.0432
Si	-18.0462	-26.2409	24.443
Si	-15.8081	-16.1546	16.9415
Si	-8.4374	24.7994	17.2332
Si	39.1706	0.153	19.9925
Si	-3.8429	20.3934	24.7765
Si	3.5812	21.1682	19.6221
Si	-7.7442	-10.0034	22.4174
Si	5.9378	11.1613	22.9531
Si	30.2723	8.6178	19.9305
Si	-0.3642	1.5612	17.6232
Si	-5.1071	-26.8308	22.4234
O	7.345	7.9664	-1.5071
O	4.0836	12.1585	-0.5055
O	-14.1711	1.3021	-7.0324
O	4.3622	22.1151	-3.2634
O	-12.0939	2.536	-8.0327
O	2.1356	14.9842	-10.5517
O	-32.0482	47.2796	-3.6316
O	14.3382	2.4387	-4.4313
O	16.8534	0.6371	-5.2093
O	-4.985	-16.0076	-5.8346
O	7.3009	6.189	-3.7345
O	18.1335	-23.0482	-6.5292
O	5.2143	4.3296	-3.8551
O	11.9606	-3.0307	-5.4332
O	-10.8675	16.4039	-11.2305
O	-8.3212	21.5709	-8.2106
O	5.0982	-0.1593	19.193
O	-19.6729	6.3092	19.3379
O	7.0192	12.1976	23.6244
O	-1.1924	-3.3214	22.704
O	12.5815	0.8549	23.1189
O	53.1006	24.5201	21.1299
O	22.0401	9.6607	22.904
O	-17.106	38.7564	16.0822
O	3.1743	4.7239	21.0712
O	20.7209	-9.8426	23.4093
O	-8.3322	5.3692	24.0177
O	9.3844	-26.1625	26.0175
O	16.7354	21.0261	25.6581
O	18.2127	9.3402	16.3509
O	22.4438	26.0951	20.4212
O	9.1348	7.3957	16.0302
O	3.8412	2.2481	16.8025
O	-1.3694	5.149	21.9169
O	13.997	-10.7681	20.9952
O	10.7881	-10.7864	18.282
O	-13.4184	-0.4344	24.9653
O	2.7908	18.897	15.4863
O	9.7839	20.1438	20.6781
O	-1.2596	1.4162	16.2898
O	19.526	24.0076	25.4241
O	-14.1174	-6.9424	19.6694
O	3.0433	-3.1616	25.1803
O	6.5204	-1.2206	23.2465
O	5.2291	3.2832	20.3562
O	-20.763	-24.0702	18.652
O	8.7448	19.3006	18.3576
O	-24.0023	19.6854	27.1172
O	14.207	30.4495	19.8764
O	5.5364	-5.9059	18.3503
O	-9.7759	-1.0537	16.3108
O	33.0645	-0.0352	25.2204
O	0.3562	4.8212	25.3409
O	26.4372	-4.0841	23.1363
O	12.0084	2.1045	17.286
O	17.6214	4.0081	26.1265
O	-7.7484	-9.9396	14.7337
O	-8.6595	3.0042	25.1447
O	-19.1864	3.7847	18.6549
O	-6.1181	16.6215	25.4787
O	-16.2833	-10.6348	15.7371
O	-4.0276	17.8141	17.2329
O	-4.0468	-6.4207	16.2162
O	-24.4106	28.937	20.6098

Results
free energy: -43864.053 eV
free energy less fixed offsets of O -463.61, Si -117.95 eV per atom: -39.013 eV
pressure: -0.64 GPa
stress xx, yy, zz, yz, xz, xy (GPa, positive in tension): 1.71, 0.2, 0.01, 0.95, -0.01, -0.99

Forces (eV/angstrom), in the order of the atoms: element, x, y, z
Si	-0.0134	-0.0868	0.1359
Si	0.0068	-0.0179	0.0929
Si	-0.0051	0.013	0.0506
Si	-0.0138	0.0233	0.0142
Si	-0.0464	0.0072	0.031
Si	-0.0269	0.0405	0.072
Si	0.0229	-0.0075	0.035
Si	-0.0194	-0.0411	0.0526
Si	-0.005	-0.0257	-0.0259
Si	-0.0137	-0.0093	-0.0007
Si	0.0035	0.0126	-0.0051
Si	-0.0469	-0.003	0.0309
Si	-0.0121	0.0044	-0.0185
Si	0.003	-0.0058	0.0143
Si	0.0158	0.0085	0.0058
Si	0.0313	0.1158	-0.0264
Si	0.0171	-0.0128	-0.0116
Si	0.0051	0.028	0.0173
Si	-0.0141	0.0029	-0.0423
Si	-0.0057	-0.0063	0.007
Si	-0.0098	-0.0218	-0.0086
Si	-0.007	-0.0263	0.0053
Si	0.0163	0.0191	0.0076
Si	0.0081	-0.0073	0.0038
Si	0.028	-0.0325	-0.0048
Si	0.014	-0.028	0.0033
Si	0.0089	0.0318	0.0119
Si	-0.0087	0.0058	-0.0169
Si	0.0132	0.0093	0.0065
Si	-0.0033	-0.0092	0.0028
Si	0.0106	-0.011	0.0208
Si	-0.028	-0.0011	-0.0033
Si	0.0066	-0.0103	0.0157
Si	-0.0322	0.005	0.002
Si	0.0171	-0.0032	-0.0106
Si	0.0122	0.0212	-0.0058
Si	0.0216	0.0175	-0.0075
Si	0.006	-0.0102	0.0094
Si	-0.0005	-0.0068	-0.003
Si	0.013	0.0249	0.0005
Si	0.0124	-0.0181	-0.0022
Si	0.0186	-0.0044	-0.0052
Si	-0.0149	-0.0049	-0.0096
Si	-0.0086	-0.0055	0.0018
Si	0.0036	0.0001	0.0031
Si	-0.0097	0.0048	0.001
Si	-0.0007	-0.0083	0.0063
Si	0.0003	0.006	0.0068
Si	-0.0065	0.0059	-0.0014
Si	-0.0018	0.0042	-0.0082
Si	0.0046	0.0053	-0.0046
Si	-0.0041	0.0039	-0.0003
Si	0.0055	-0.0129	-0.0109
Si	0.0006	-0.0145	0.0006
Si	0.0113	0.0058	0.0068
Si	0.0123	0.0016	0.0013
Si	-0.0165	-0.0174	0.0165
Si	0.0068	0.0157	-0.0036
Si	-0.0025	-0.0132	-0.0116
Si	0.0144	0.0117	0.0062
Si	0.0192	0.0016	-0.0037
Si	-0.0074	-0.0099	-0.0142
Si	0.027	0.011	0.0029
Si	-0.023	0.0042	-0.001
Si	0.0095	0.0135	0.003
Si	0.0131	0.0037	0.0048
Si	0.0136	0.0128	0.0017
Si	-0.0255	0.0017	-0.0038
Si	0.0296	-0.0351	-0.015
Si	0.0018	0.0123	0.001
Si	-0.0075	0.007	0.0251
Si	0.0107	0.0063	0.0074
Si	0.0201	0.0025	-0.0038
Si	-0.0129	-0.0266	-0.0018
Si	-0.0128	0.0052	-0.0057
Si	-0.0173	0.0464	0.0472
Si	-0.013	0.0049	0.0032
Si	-0.0113	0.009	0.0113
Si	0.0346	-0.0103	-0.0236
Si	-0.0101	-0.0186	0.0058
Si	-0.0345	-0.0219	0.0473
Si	-0.0266	-0.028	-0.0251
Si	0.0167	-0.0084	0.023
Si	-0.0007	0.0257	-0.0197
Si	0.0426	0.0093	-0.0077
Si	0.011	0.0058	0.017
Si	-0.0021	0.0037	-0.0165
Si	-0.0112	-0.0412	0.0364
Si	-0.0206	0.0197	-0.0626
Si	0.014	-0.0016	-0.0921
Si	-0.0105	0.0127	-0.0572
Si	0.0143	0.0264	-0.0639
Si	0.0163	-0.0526	-0.0707
Si	-0.0594	0.024	-0.0994
Si	0.0099	-0.0098	-0.1
Si	-0.0003	-0.012	-0.0935
Si	-0.0177	0.0267	-0.0055
Si	-0.0246	0.0077	0.1047
Si	-0.0173	0.0083	-0.0491
Si	-0.0151	-0.0076	-0.1468
Si	0.0059	-0.0176	0.129
Si	0.0074	0.0104	-0.0255
Si	0.0438	0.0026	0.0523
Si	0.0269	-0.0257	0.0429
Si	-0.0094	0.0108	-0.0294
Si	0.0141	0.0165	0.0053
Si	0.0133	-0.0188	0.1257
Si	-0.0083	-0.0376	-0.1007
Si	0.0011	-0.0115	0.0536
Si	-0.0072	0.0364	0.1116
Si	0.0089	-0.0077	-0.1261
Si	0.0158	0.03	-0.1003
Si	-0.0198	0.0222	-0.0249
Si	-0.005	-0.0598	0.0966
Si	-0.037	-0.006	-0.0307
Si	0.0098	-0.0065	0.0506
Si	0.0091	-0.0079	0.0662
Si	0.0074	-0.0079	-0.0831
Si	-0.0291	0.0063	-0.0925
Si	0.0034	0.0209	0.0383
O	0.012	0.0816	-0.0604
O	-0.0111	-0.0169	0
O	-0.0196	-0.0206	0.0043
O	0.0188	0.0059	-0.0204
O	-0.0319	0.0225	0.0356
O	0.0239	-0.0195	0.0796
O	-0.027	0.0036	-0.0703
O	0.0076	0.0348	-0.0279
O	-0.0001	-0.0241	-0.0136
O	-0.0113	0.005	0.0088
O	-0.0111	0.0042	-0.0392
O	-0.003	0.0032	0.0232
O	-0.0084	-0.0002	-0.0278
O	-0.005	0.0032	-0.0038
O	-0.0006	-0.0177	0.0138
O	0.03	0.0038	0.0492
O	0.0136	-0.005	0.0075
O	-0.0041	-0.0027	0.0193
O	-0.0175	-0.0139	-0.037
O	-0.0064	-0.0072	-0.0306
O	0.0176	0.0002	-0.0408
O	0.0033	-0.0024	0.0016
O	-0.0022	-0.0116	-0.0378
O	0.0137	-0.0499	0.0697
O	0.0088	0.0061	-0.0007
O	-0.0302	0.0059	-0.0525
O	-0.0106	0.0024	-0.0526
O	0.016	0.037	-0.0358
O	0.0239	-0.0296	-0.1284
O	0.0392	-0.0118	0.0699
O	-0.0141	-0.0159	-0.0062
O	-0.0169	0.0336	0.0854
O	-0.0348	0.0126	0.0749
O	-0.0207	0.0075	-0.0049
O	0.005	-0.0104	-0.0244
O	0.0116	-0.0043	0.0521
O	0.0363	0.0351	-0.0389
O	0.0155	0.0323	0.0808
O	-0.0089	0.0099	0.0001
O	0.0627	-0.0279	0.1075
O	0.0412	-0.0346	-0.0812
O	0.0058	-0.0151	0.0024
O	0.0342	-0.0685	-0.0995
O	-0.0104	-0.0006	-0.0243
O	-0.0173	-0.0161	0.0052
O	-0.0074	-0.0131	0.0339
O	0.0187	0.0088	0.0936
O	-0.0001	-0.0124	0.0266
O	0.0183	-0.0003	0.0163
O	-0.016	-0.0149	0.0806
O	0.0088	-0.0201	0.0707
O	0.0014	0.0678	-0.1471
O	0.0115	-0.0252	-0.0556
O	0.0196	-0.0171	-0.0306
O	-0.0094	-0.0054	0.0127
O	-0.0041	-0.0222	-0.0435
O	0.024	-0.0104	0.0172
O	-0.0526	0.029	-0.0742
O	0.0023	0.0094	0.0453
O	-0.0414	0.0589	-0.0567
O	-0.0074	0.0313	0.0402
O	0.0083	0.0114	0.0519
O	-0.0562	0.0604	0.0842
O	-0.0001	-0.0058	0.0248
